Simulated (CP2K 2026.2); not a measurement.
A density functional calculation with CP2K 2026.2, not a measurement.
Periodic cell of 513 atoms, Si351O162, from a study of silicon, its oxide and their interface. The atomic structure is a simulated model.
Doubt: the forces sum to 2.02 eV/angstrom along one axis rather than to zero, so they err by at least 0.0039 eV/angstrom per atom on average; the grid cutoff is modest.

Settings: functional PBE; method Gaussian and plane waves; basis set DZVP-MOLOPT-SR-GTH; pseudopotentials GTH-PBE; grid cutoff 300 Ry, relative cutoff 40 Ry; k points Gamma only; occupations fixed; spin none; net charge 0.

Cell vectors (angstrom)
a 16.407 0 0
b 0 16.407 0
c 0.0065 0.4084 34.2744

Atoms and the computed forces on them: element, x, y, z (angstrom), force x, y, z (eV/angstrom)
Si 16.366 16.351 0.082 0.002 0.164 0.236
Si 3.341 2.868 34.204 -0.097 0.061 0.23
Si 0.166 5.358 0.095 -0.103 0.079 0.236
Si 2.575 8.746 34.181 0.042 -0.068 0.194
Si 15.749 11.948 34.075 0.066 -0.019 0.243
Si 2.533 14.908 33.844 0.11 -0.175 0.2
Si 5.79 0.438 0.108 -0.012 -0.092 0.192
Si 8.073 3.188 0.367 0.105 -0.094 0.187
Si 5.683 5.275 0.524 -0.04 0.105 0.22
Si 7.952 9.118 34.249 0.098 -0.131 0.235
Si 5.651 10.948 0.013 -0.105 0.036 0.212
Si 8.415 13.664 0.188 -0.113 0.111 0.216
Si 11.113 15.952 0.117 0.037 0.005 0.142
Si 13.451 3.394 34.26 0.06 -0.104 0.224
Si 11.279 5.322 0.152 -0.08 0.051 0.227
Si 13.538 8.262 0.136 0.068 -0.024 0.205
Si 10.661 11.449 0.174 0.082 -0.129 0.204
Si 13.515 13.824 0.33 -0.003 0.029 0.054
Si 1.445 1.499 1.171 0.002 -0.037 -0.042
Si 4.113 4.008 1.621 0.044 0.01 -0.064
Si 1.456 6.85 1.388 -0.003 -0.003 -0.039
Si 3.976 9.76 1.222 0.018 -0.008 -0.047
Si 1.304 12.583 0.898 -0.017 0.005 -0.029
Si 4.248 15.257 1.129 -0.008 0.025 -0.045
Si 7.027 1.55 1.685 -0.011 0.014 -0.071
Si 9.691 4.303 1.556 -0.002 -0.004 -0.076
Si 6.894 7.062 1.391 -0.024 -0.004 -0.055
Si 9.561 9.723 1.372 -0.006 0.03 -0.069
Si 6.777 12.482 1.393 0.028 -0.018 -0.05
Si 9.642 15.02 1.664 0.006 -0.026 -0.058
Si 12.251 1.362 1.254 0.014 -0.007 -0.042
Si 14.997 4.168 1.362 0.007 0 -0.059
Si 12.25 6.945 1.542 0.018 -0.01 -0.071
Si 15.059 9.695 1.287 -0.025 0.014 -0.047
Si 12.24 12.391 1.623 -0.015 0.004 -0.052
Si 14.983 15.18 1.546 0.017 -0.015 -0.042
Si 0.068 2.826 2.655 -0.013 0.005 0.012
Si 2.791 0.118 2.612 -0.01 0.004 -0.009
Si 0.057 8.328 2.665 -0.009 -0.005 0.005
Si 2.746 5.5 2.825 0.003 0.003 0.01
Si 0.065 13.746 2.647 -0.007 0.023 0.016
Si 2.599 11.179 2.501 -0.002 -0.002 -0.009
Si 5.536 2.789 3.008 -0.016 0.003 0.015
Si 8.308 0.072 2.924 -0.006 0.007 0.006
Si 5.388 8.385 2.67 0.003 -0.012 0.013
Si 8.251 5.695 2.823 0.012 0.021 0.026
Si 5.385 13.836 2.679 0 -0.001 0.003
Si 8.174 11.088 2.763 0.005 -0.007 0.007
Si 10.981 2.757 2.769 -0.019 0.003 0.005
Si 13.613 0.164 2.805 0.004 0.014 0.002
Si 10.853 8.33 2.813 0.002 -0.006 0.007
Si 13.706 5.569 2.793 0.012 0.008 0.018
Si 10.945 13.707 3.05 -0.007 0.004 0.012
Si 13.671 10.936 2.784 -0.006 -0.014 0.013
Si 1.337 4.175 4.145 -0.001 0.012 0.001
Si 4.081 1.396 4.183 0.01 -0.006 -0.003
Si 1.385 9.739 4.01 0.002 -0.004 -0.004
Si 4.125 6.952 4.097 0.002 0.004 -0.001
Si 1.419 15.139 4.021 0 0.005 -0.008
Si 4.008 12.439 4 -0.001 -0.006 0.001
Si 6.893 4.283 4.2 -0.011 -0.003 0.005
Si 9.64 1.475 4.239 0.007 0.002 -0.006
Si 6.774 9.709 4.089 0.008 0.007 -0.005
Si 9.558 6.993 4.242 -0.019 -0.007 -0.006
Si 6.797 15.125 4.133 -0.002 -0.002 0.006
Si 9.51 12.345 4.268 0.009 0.006 0
Si 12.341 4.167 4.13 0.004 -0.003 0
Si 15.083 1.498 4.088 -0.006 -0.002 0
Si 12.279 9.646 4.171 0.004 0.004 0.005
Si 15.088 6.971 4.094 -0.004 -0.003 0
Si 12.331 15.178 4.238 -0.005 -0.007 0.003
Si 15.084 12.377 4.055 0.003 -0.005 0.003
Si 0.036 0.087 5.427 0 0.001 -0.009
Si 2.724 2.816 5.505 0 -0.006 0.002
Si 0.004 5.585 5.493 -0.002 0.003 0.002
Si 2.737 8.351 5.419 0.003 -0.001 0.001
Si 0.014 11.03 5.456 -0.003 -0.004 -0.002
Si 2.724 13.784 5.454 0 0.005 -0.006
Si 5.458 16.471 5.543 -0.01 -0.002 0.003
Si 8.241 2.87 5.543 0.006 0.003 0.003
Si 5.481 5.622 5.524 0.004 0.006 0.005
Si 8.144 8.361 5.525 0.002 0 -0.006
Si 5.401 11.088 5.427 0.002 0 -0.01
Si 8.146 13.772 5.545 -0.003 -0.003 0.004
Si 10.973 0.113 5.609 -0.001 0.009 0.002
Si 13.728 2.846 5.506 0.002 0.006 -0.003
Si 10.963 5.557 5.505 -0.003 0.003 -0.008
Si 13.684 8.283 5.494 -0.005 -0.003 0.004
Si 10.931 11.004 5.569 -0.007 -0.004 0.006
Si 13.739 13.757 5.483 0.006 0.006 0
Si 1.362 1.447 6.86 0.001 0.004 -0.002
Si 4.105 4.211 6.85 0.001 0.002 -0.006
Si 1.386 6.97 6.823 0 0.001 -0.006
Si 4.087 9.697 6.829 0.001 0.001 -0.003
Si 1.366 12.41 6.833 -0.004 -0.001 0
Si 4.089 15.103 6.882 0.002 -0.001 0.004
Si 6.839 1.479 6.866 -0.003 0.001 -0.004
Si 9.605 4.219 6.909 -0.003 -0.003 -0.001
Si 6.828 6.972 6.907 -0.002 0.003 0.005
Si 9.546 9.663 6.917 -0.001 0 0.005
Si 6.772 12.402 6.873 0 0.005 -0.001
Si 9.55 15.141 6.897 0.001 0.002 -0.002
Si 12.364 1.492 6.91 0.001 -0.003 0.005
Si 15.054 4.226 6.882 -0.005 0.004 0.002
Si 12.328 6.92 6.876 0.002 -0.004 -0.004
Si 15.05 9.674 6.843 -0.002 0.002 -0.003
Si 12.331 12.412 6.861 -0.001 0.004 -0.004
Si 15.091 15.137 6.846 0.001 -0.004 -0.003
Si 0.008 2.831 8.229 0.001 0 -0.003
Si 2.728 16.488 8.237 -0.002 0 -0.002
Si 0.008 8.309 8.214 0 0 0
Si 2.74 5.589 8.208 0.002 0.001 -0.003
Si 0.018 13.765 8.234 0 0.003 -0.002
Si 2.725 11.05 8.218 0.002 0.001 -0.004
Si 5.474 2.848 8.231 0.001 0.001 -0.001
Si 8.196 0.117 8.252 -0.001 0.002 -0.001
Si 5.448 8.342 8.237 0.001 -0.001 0
Si 8.217 5.59 8.252 0.004 0.001 0.002
Si 5.442 13.76 8.269 0 -0.001 0.003
Si 8.172 11.052 8.244 0.001 0 -0.001
Si 10.975 2.85 8.269 0.001 0.003 0
Si 13.718 16.5 8.237 0.002 0.001 -0.001
Si 10.939 8.284 8.243 -0.002 -0.002 0.001
Si 13.682 5.57 8.26 -0.002 0.001 0.003
Si 10.947 13.774 8.233 -0.002 0.002 0.001
Si 13.685 11.036 8.229 -0.003 0.003 0.001
Si 1.374 4.212 9.581 -0.001 0.001 -0.002
Si 4.106 1.462 9.586 0 0.001 -0.002
Si 1.361 9.681 9.591 -0.002 0 -0.003
Si 4.098 6.949 9.593 -0.001 0 0
Si 1.37 15.125 9.621 0.002 0 0
Si 4.079 12.397 9.627 0 0.002 0.001
Si 6.851 4.21 9.606 -0.001 0.001 0.001
Si 9.585 1.476 9.611 -0.001 0 0
Si 6.819 9.687 9.619 0 0.003 0
Si 9.587 6.936 9.633 0.001 -0.001 0.002
Si 6.828 15.144 9.606 0.001 0.004 0.001
Si 9.568 12.411 9.595 0 0.003 0.001
Si 12.324 4.215 9.644 -0.001 -0.001 0.003
Si 15.061 1.467 9.615 0 0 0
Si 12.306 9.672 9.596 0 0 -0.002
Si 15.051 6.95 9.601 -0.001 0.002 -0.001
Si 12.318 15.15 9.597 -0.001 0 0.003
Si 15.041 12.407 9.604 -0.001 -0.001 -0.001
Si 16.409 16.494 10.986 0.001 0.001 -0.002
Si 2.736 2.831 10.943 0.001 0 -0.002
Si 0.004 5.572 10.961 0 -0.001 -0.001
Si 2.726 8.309 10.959 0.001 0.001 -0.004
Si 16.396 11.032 10.978 0.003 0.003 -0.001
Si 2.724 13.762 11.008 0 0.001 0.002
Si 5.469 16.512 10.975 0 0 0
Si 8.227 2.847 10.983 0.001 -0.001 0
Si 5.482 5.587 10.962 0.001 0 0
Si 8.208 8.322 10.968 -0.001 -0.001 0
Si 5.455 11.045 10.994 0.001 -0.001 0
Si 8.213 13.785 10.962 0.001 0.001 0
Si 10.951 16.515 10.977 -0.001 0.002 0
Si 13.693 2.831 10.988 0 -0.001 0.002
Si 10.953 5.577 11.013 0 0.001 0.006
Si 13.674 8.31 10.971 0 0.001 0
Si 10.936 11.043 10.966 -0.002 -0.001 0
Si 13.665 13.774 10.973 0.001 0.003 0
Si 1.379 1.462 12.329 -0.001 -0.003 -0.001
Si 4.108 4.195 12.296 -0.001 -0.002 -0.002
Si 1.355 6.95 12.327 0 0.002 -0.001
Si 4.09 9.66 12.344 -0.002 -0.002 -0.001
Si 1.344 12.385 12.366 -0.001 -0.001 0
Si 4.106 15.146 12.352 0 0.004 0.002
Si 6.86 1.464 12.335 -0.001 0.003 0.002
Si 9.592 4.204 12.378 -0.002 0 0.003
Si 6.858 6.953 12.337 0 0.003 0
Si 9.569 9.687 12.34 -0.002 -0.001 0
Si 6.844 12.424 12.331 0 0.005 0.001
Si 9.587 15.134 12.338 -0.002 0 0.003
Si 12.311 1.481 12.352 0.002 0.002 0
Si 15.057 4.207 12.347 0.002 0 0.001
Si 12.324 6.954 12.368 0.003 0.003 0.001
Si 15.015 9.678 12.357 -0.001 -0.003 -0.001
Si 12.291 12.415 12.348 0 -0.001 0.002
Si 15.019 15.138 12.355 -0.002 -0.001 0
Si 0.016 2.824 13.696 0.006 -0.003 0.002
Si 2.735 16.512 13.718 0.004 0.002 0.002
Si 16.374 8.293 13.714 -0.003 0.006 0.001
Si 2.741 5.567 13.645 0.003 -0.003 -0.002
Si 16.366 13.752 13.722 0.003 0.001 0
Si 2.706 10.993 13.725 0.002 -0.001 0.001
Si 5.481 2.84 13.67 -0.003 -0.001 0
Si 8.237 16.502 13.706 0.001 -0.001 -0.002
Si 5.494 8.323 13.703 0.002 -0.001 0.002
Si 8.226 5.596 13.719 -0.002 -0.001 0.004
Si 5.49 13.785 13.708 0.002 0.003 0
Si 8.213 11.07 13.705 -0.004 -0.001 0.002
Si 10.979 2.851 13.756 -0.001 -0.001 0.005
Si 13.641 16.505 13.728 -0.002 0.005 0.001
Si 10.941 8.335 13.715 -0.001 -0.001 0.001
Si 13.69 5.568 13.731 0.001 0.001 0.003
Si 10.929 13.773 13.74 0.002 0.001 0.002
Si 13.642 11.052 13.73 0.004 0.002 0.002
Si 1.401 4.203 15.028 0 0 -0.003
Si 4.133 1.482 15.06 -0.001 0.005 0.003
Si 1.309 9.635 15.111 0.005 -0.015 0.003
Si 4.125 6.908 15.002 -0.002 0.008 0.002
Si 1.343 15.12 15.053 -0.007 -0.007 0
Si 4.113 12.378 15.022 -0.005 0.001 0.003
Si 6.831 4.216 15.036 0 -0.001 0.001
Si 9.621 1.442 15.083 -0.003 0.006 0.003
Si 6.858 9.715 15.075 0.002 0.003 0.001
Si 9.615 6.955 15.097 0.002 0.002 0.001
Si 6.874 15.144 15.087 0.002 0 0.007
Si 9.555 12.414 15.123 -0.002 0.004 0.005
Si 12.342 4.237 15.151 0.008 -0.002 0
Si 15.023 1.478 15.058 -0.004 -0.001 -0.001
Si 12.249 9.725 15.115 0 -0.005 -0.001
Si 15.033 6.928 15.119 0.002 0.001 0.002
Si 12.274 15.146 15.125 0.007 -0.004 0.005
Si 14.99 12.407 15.125 -0.006 0.002 0.006
Si 16.359 16.488 16.391 0.007 0.002 0.004
Si 2.807 2.902 16.41 0.001 0.003 0.007
Si 0.035 5.516 16.432 0.005 0.006 0.001
Si 2.722 8.192 16.367 0.004 0.007 0.005
Si 16.334 11.018 16.495 -0.002 0.007 -0.022
Si 2.721 13.706 16.36 0.014 0.004 -0.013
Si 5.509 16.523 16.425 0.001 -0.001 -0.01
Si 8.231 2.848 16.342 0.002 -0.004 -0.003
Si 5.482 5.59 16.414 -0.007 -0.014 0.003
Si 8.265 8.368 16.418 -0.004 -0.001 0
Si 5.473 11.072 16.446 0 -0.008 0.005
Si 8.206 13.782 16.511 -0.002 -0.007 0.008
Si 10.93 16.495 16.549 -0.002 0.003 0
Si 13.719 2.839 16.502 -0.002 0 0.005
Si 10.982 5.631 16.535 -0.008 0.001 -0.006
Si 13.6 8.317 16.429 -0.015 -0.005 -0.004
Si 10.892 11.081 16.555 0.001 0.002 0
Si 13.612 13.778 16.513 0.005 0.01 0.013
Si 1.368 1.493 17.616 -0.009 -0.002 -0.014
Si 4.176 4.252 17.867 0.004 0.004 -0.004
Si 1.466 6.774 17.806 0.015 0.006 -0.005
Si 4.076 9.59 17.649 -0.012 -0.002 -0.015
Si 1.38 12.37 17.785 0.009 0.013 0.008
Si 4.112 15.068 17.67 -0.014 -0.009 -0.007
Si 6.918 1.519 17.749 -0.002 0.015 0.005
Si 9.561 4.177 17.745 -0.012 -0.019 -0.026
Si 6.888 6.991 17.698 0.015 0.021 -0.019
Si 9.536 9.689 17.935 -0.001 -0.014 -0.002
Si 6.8 12.455 17.891 0.008 0.002 -0.01
Si 9.528 15.141 17.958 -0.002 -0.004 -0.001
Si 12.349 1.471 17.874 0.005 0.008 -0.014
Si 15.122 4.193 17.88 -0.001 -0.001 -0.021
Si 12.299 7.074 17.96 0.013 0.006 -0.01
Si 14.895 9.647 17.832 -0.017 -0.003 -0.008
Si 12.189 12.504 17.957 0.019 0.01 -0.019
Si 15.006 15.154 17.837 -0.001 -0.009 -0.011
Si 0.157 2.767 19.171 0.017 -0.02 0.064
Si 2.761 16.521 18.861 -0.008 0 0.055
Si 16.397 8.169 18.939 0.006 -0.004 0.05
Si 2.76 5.453 19.399 0.029 0.004 0.035
Si 0.044 13.806 19.133 0.004 -0.009 0.051
Si 2.733 10.866 19.06 0.004 0.01 0.04
Si 5.663 2.896 19.158 -0.014 0.011 0.027
Si 8.122 16.571 19.243 0.004 -0.009 0.042
Si 5.457 8.299 19.013 -0.002 0.017 0.058
Si 8.246 5.63 19.039 0.006 0.007 0.059
Si 5.387 13.848 19.235 -0.004 -0.014 0.046
Si 8.105 11.024 19.277 -0.032 0.021 0.051
Si 10.886 2.823 19.154 0.011 0.003 0.057
Si 13.696 16.518 19.305 0.011 0.007 0.057
Si 10.886 8.439 19.47 -0.004 -0.002 0.041
Si 13.745 5.629 19.198 0.001 -0.016 0.039
Si 10.836 13.841 19.487 -0.007 0.005 0.034
Si 13.486 11.045 19.27 0.018 -0.006 0.043
Si 1.915 3.497 20.622 -0.015 0.104 -0.23
Si 4.2 1.404 20.16 0.027 -0.012 -0.098
Si 1.048 9.712 20.302 0.127 -0.085 -0.08
Si 4.444 6.758 20.459 -0.152 0.039 -0.176
Si 1.298 15.441 20.317 -0.002 -0.097 -0.224
Si 4.218 12.104 20.336 -0.016 0.084 -0.244
Si 6.779 4.563 20.499 0.065 -0.171 -0.155
Si 9.747 1.271 20.57 -0.04 0.064 -0.199
Si 6.423 9.862 20.492 0.097 -0.076 -0.228
Si 9.724 6.669 20.546 -0.088 0.136 -0.188
Si 6.378 15.607 20.561 -0.017 -0.057 -0.217
Si 9.43 12.301 20.737 -0.002 0.077 -0.19
Si 12.048 4.492 20.309 0.053 -0.077 -0.187
Si 15.433 1.213 20.512 -0.105 0.045 -0.234
Si 11.848 10.192 20.854 0.097 -0.107 -0.269
Si 15.379 6.762 20.491 -0.127 0.024 -0.185
Si 12.098 15.484 20.762 0.079 -0.091 -0.234
Si 15.276 12.12 20.291 -0.096 0.135 -0.107
Si 12.2 3.487 23.189 -0.094 0.008 0.044
Si 0.509 5.05 22.606 -0.064 -0.089 0.011
Si 1.335 7.023 24.595 0.054 -0.007 0.035
Si 5.74 8.053 22.801 -0.026 0.036 -0.047
Si 16.011 8.644 22.686 0.085 0.034 -0.058
Si 13.871 15.144 23.464 -0.075 -0.019 -0.018
Si 9.479 2.25 23.48 0.026 0.006 0.039
Si 8.085 4.129 25.318 0.066 0.007 0.053
Si 7.98 5.873 22.909 0.046 -0.081 -0.033
Si 7.459 13.813 22.89 -0.03 -0.072 -0.041
Si 14.717 11.575 25.442 -0.098 -0.086 0.042
Si 9.465 2.591 27.682 -0.038 0.056 0.002
Si 14.633 4.227 24.627 0.013 0.002 0.068
Si 4.177 7.973 25.242 0.021 0.003 0.06
Si 13.457 9.73 23.611 0.019 0.05 0.032
Si 13.011 15.269 26.228 -0.018 -0.048 0.047
Si 2.861 8.857 27.673 -0.05 0.006 0.014
Si 4.858 11.721 31.336 0.013 0.026 0
Si 2.487 13.62 22.47 0.007 0.037 -0.02
Si 7.824 1.457 30.064 0.078 0.023 -0.009
Si 7.231 7.86 28.244 -0.058 -0.047 -0.03
Si 10.578 0.406 25.623 -0.048 0.003 -0.014
Si 2.972 13.193 29.537 0.068 0 0.017
Si 8.597 14.5 25.777 -0.06 0.006 0.065
Si 14.329 1.657 23.434 0.044 -0.009 -0.012
Si 15.087 8.158 28.051 -0.008 0.028 0.009
Si 13.122 7.826 25.885 -0.007 -0.037 -0.018
Si 13.383 5.164 27.02 -0.047 -0.079 0.038
Si 11.516 14.163 28.852 -0.038 0.026 -0.079
Si 0.335 10.378 27.078 0.041 -0.034 -0.027
Si 15.18 15.647 28.263 -0.037 0.053 -0.003
Si 5.896 15.319 26.741 -0.007 0.016 0.05
Si 15.484 12.659 28.073 -0.057 -0.015 -0.065
Si 6.324 5.98 30.562 -0.051 -0.007 0.028
Si 4.71 12.736 27.252 0.02 -0.027 -0.04
Si 15.85 13.086 23.009 0.012 -0.05 -0.022
Si 4.632 4.029 28.846 0.02 -0.005 -0.011
Si 5.013 0.89 29.02 -0.054 -0.009 0.035
Si 1.031 6.412 27.673 0.043 0.044 0.004
Si 5.663 5.695 26.443 0.084 0.013 0.088
Si 2.489 10.449 30.308 -0.014 -0.007 -0.03
Si 10.515 6.093 31.43 0.023 -0.09 0.035
Si 0.365 1.261 29.854 -0.019 -0.034 0.054
Si 9.608 9.436 28.666 0.047 0.03 0.006
Si 13.253 5.525 30.05 -0.024 -0.097 0.012
Si 9.075 12.336 27.943 0.07 0.02 0.008
Si 13.24 11.767 29.734 -0.025 -0.034 -0.039
Si 1.969 4.592 32.313 0.002 -0.098 0.02
Si 1.625 3.986 29.5 -0.031 0.04 0.04
Si 4.045 6.815 32.339 0.044 0.018 0.017
Si 0.251 9.737 32.2 0.031 0.037 0.049
Si 2.67 15.875 30.797 0.051 -0.009 0.066
Si 6.442 10.898 28.925 0 0.013 -0.068
Si 8.355 4.078 31.686 -0.017 -0.014 0.042
Si 12.194 3.077 28.775 0.014 0.031 0.033
Si 9.494 8.819 31.441 -0.072 0.072 0.049
Si 12.796 16.611 29.909 -0.061 0.021 0.006
Si 8.443 16.411 32.658 -0.033 0.019 0.058
Si 14.508 1.525 31.993 0.048 -0.025 0.022
Si 12.039 10.468 32.295 -0.03 0.045 -0.044
Si 14.936 7.182 32.177 -0.044 0.015 -0.02
Si 12.456 9.269 28.294 0.073 -0.042 0.028
Si 4.81 13.718 24.489 0.069 -0.011 -0.009
O 1.095 15.7 33.808 0.068 0.226 -0.284
O 15.379 0.675 33.078 0.11 -0.077 -0.119
O 1.039 4.296 31.004 -0.309 -0.022 0.149
O 3.04 3.404 32.655 -0.316 -0.099 -0.112
O 1.162 4.59 33.745 0.253 -0.112 -0.003
O 13.788 7.45 33.3 -0.216 -0.281 0.144
O 1.189 9.349 33.492 -0.079 -0.21 0.365
O 3.575 8.241 32.96 -0.121 -0.089 -0.376
O 16.033 11.204 32.602 0.041 0.078 -0.285
O 1.193 9.702 30.885 -0.03 -0.264 -0.314
O 3.093 15.297 32.296 0.235 0.177 -0.115
O 1.997 11.941 29.882 0.071 -0.096 0.268
O 4.593 1.842 33.826 -0.153 0.146 -0.29
O 7.013 0.642 33.238 0.12 0.4 -0.195
O 7.787 2.948 30.689 -0.267 0.079 -0.195
O 8.606 3.308 33.106 -0.124 -0.071 0.061
O 6.819 4.193 0.084 0.256 0.036 0.173
O 4.862 6.001 33.443 -0.19 -0.118 -0.149
O 8.529 8.817 32.742 -0.034 -0.198 -0.1
O 10.988 9.336 31.818 0.071 -0.249 -0.158
O 6.738 10.175 33.918 0.106 -0.219 -0.37
O 5.269 12.116 32.861 0.125 0.358 -0.08
O 8.212 14.817 32.99 -0.066 -0.186 -0.065
O 8.594 0.427 31.082 0.035 0.012 -0.115
O 12.605 1.511 28.939 -0.274 0.142 -0.032
O 9.944 0.411 33.274 -0.018 -0.016 -0.169
O 14.029 2.875 32.792 0.084 -0.063 -0.321
O 12.348 4.572 33.907 -0.125 0.184 -0.177
O 9.569 7.292 30.911 -0.017 0.013 0.332
O 10.7 6.365 33.033 -0.25 0.19 -0.016
O 12.859 9.892 33.565 -0.013 0.015 0.172
O 16.157 6.458 32.941 -0.031 0.126 -0.08
O 9.396 12.819 34.115 -0.027 -0.217 -0.364
O 11.238 11.733 32.902 -0.072 0.055 -0.016
O 14.559 13.12 33.799 0.156 0 -0.036
O 12.333 15.265 33.893 -0.319 -0.073 -0.005
O 1.25 3.686 22.133 0.063 -0.055 0.129
O 1.617 5.869 23.475 0.216 -0.133 -0.011
O 5.187 0.306 20.98 0.071 0.073 -0.145
O 3.118 2.393 20.971 -0.117 0.048 -0.109
O 0.95 9.118 21.864 -0.046 -0.162 0.258
O 0.087 7.903 24.041 -0.151 0.116 0.204
O 5.468 5.509 20.767 0.069 0.267 -0.18
O 4.427 7.571 21.916 -0.132 -0.079 -0.001
O 2.22 14.962 21.596 -0.11 -0.061 0.134
O 0.178 16.5 20.893 0.025 -0.153 -0.027
O 3.339 12.525 21.646 0.037 -0.018 0.054
O 7.49 15.497 26.467 -0.008 0.281 0.063
O 6.682 6.797 23.231 -0.247 0.001 0.146
O 7.536 4.557 21.993 0.383 -0.229 0.053
O 8.839 3.809 26.756 0.137 -0.204 -0.022
O 9.058 1.891 21.943 -0.336 0.103 -0.004
O 5.38 11.078 20.889 0.041 0.175 -0.15
O 9.971 15.335 25.916 -0.015 0.007 -0.147
O 9.028 6.803 22.048 -0.01 0.249 0.22
O 6.56 4.542 25.718 -0.043 -0.188 -0.161
O 8.424 12.813 21.986 -0.26 0.206 0.062
O 8.309 14.253 24.197 -0.01 -0.21 -0.204
O 10.099 0.898 24.149 0.133 -0.022 -0.019
O 10.625 11.254 21.251 0.03 0.116 -0.041
O 10.954 5.613 20.799 -0.043 0.063 -0.113
O 12.667 3.939 21.71 0.269 -0.371 0.011
O 13.05 4.425 24.219 -0.071 0.01 -0.051
O 14.986 1.859 21.957 -0.181 0.193 0.04
O 12.457 9.837 22.34 0.144 -0.071 0.23
O 0.084 5.725 21.165 0.291 -0.156 -0.398
O 14.987 7.718 21.777 -0.291 0.172 0.223
O 10.602 3.459 23.454 -0.143 0.21 -0.29
O 10.918 16.611 21.063 0.099 0.017 -0.098
O 14.937 12.345 21.882 -0.048 0.13 0.136
O 12.772 15.114 22.24 -0.059 0.014 0.217
O 12.731 1.964 23.342 -0.05 -0.169 -0.071
O 15.594 4.965 23.549 -0.068 0.008 -0.247
O 5.152 8.73 24.173 0.008 0.22 0.044
O 0.932 6.384 26.043 -0.162 0.031 -0.047
O 15.958 9.52 28.21 -0.039 0.217 -0.088
O 6.676 9.094 21.941 -0.006 0.032 0.018
O 2.652 7.955 24.69 -0.076 0.083 -0.494
O 15.01 9.844 23.109 0.195 0.153 0.281
O 0.049 10.997 20.34 -0.004 0.037 0.168
O 6.005 13.245 23.448 0 -0.328 -0.344
O 1.044 12.961 22.813 -0.063 -0.205 0.181
O 10.563 3.199 28.734 0.028 -0.123 0.318
O 8.22 2.777 24.387 -0.232 -0.342 -0.223
O 9.801 4.653 31.187 0.091 -0.084 0.084
O 4.661 6.422 25.392 -0.198 -0.21 0.25
O 5.183 15.114 25.276 -0.009 0.142 -0.174
O 3.383 13.994 23.765 -0.072 0.039 0.234
O 11.502 15.603 29.686 -0.192 -0.131 0.29
O 5.763 13.932 27.582 -0.016 -0.161 0.376
O 14.433 15.808 26.83 -0.154 0.162 0.088
O 10.165 1.546 26.678 0.043 -0.019 -0.076
O 15.022 2.646 24.531 0.243 -0.007 0.206
O 14.736 4.813 26.148 0.206 -0.034 0.112
O 4.17 8.718 26.706 0.256 -0.017 0.077
O 8.607 5.359 24.343 -0.021 0.124 0.027
O 13.126 8.284 24.327 -0.035 -0.051 -0.165
O 12.27 8.943 26.708 -0.066 0.144 -0.076
O 13.249 14.432 24.818 -0.269 -0.185 0.116
O 12.172 16.605 25.81 0.057 0.305 -0.094
O 2.309 7.362 28.043 -0.002 -0.077 0.211
O 16.118 6.978 28.448 0.117 0.143 0.376
O 3.153 9.612 29.078 0.189 0.052 0.019
O 15.513 12.584 24.485 -0.133 0.339 -0.138
O 13.378 10.948 24.726 0.067 0.117 0.299
O 14.418 12.398 26.832 -0.215 0.073 0.067
O 4.324 13.019 30.476 -0.121 0.243 -0.099
O 3.841 16.687 29.983 -0.095 -0.269 0.152
O 7.167 6.958 29.589 0.241 -0.046 0.107
O 6.584 6.903 27.085 -0.048 -0.04 -0.149
O 10.038 13.447 28.698 -0.071 0.187 -0.106
O 8.722 13.034 26.499 0.035 -0.09 -0.188
O 14.081 15.723 29.458 0.006 -0.048 0.071
O 5.204 16.506 27.599 -0.109 0.015 -0.025
O 7.689 11.94 28.708 -0.11 0.039 0.22
O 5.233 11.381 27.945 -0.208 -0.159 -0.032
O 7.092 15.105 21.96 0.234 0.175 0.301
O 3.63 10.644 31.455 0.001 -0.001 -0.032
O 11.882 6.205 30.57 -0.272 0.026 -0.162
O 1.15 4.913 28.262 0.072 -0.179 -0.042
O 12.549 6.313 26.178 0.064 0.125 -0.009
O 13.727 8.442 28.929 0.058 0.082 0.218
O 11.076 8.814 28.986 -0.017 -0.084 0.015
O 15.901 14.201 28.282 -0.07 -0.089 -0.008
O 0.451 11.892 27.655 0.165 0.139 -0.05
O 12.222 14.398 27.38 0.016 -0.262 0
O 12.401 13.15 29.767 0.028 -0.051 0.423
O 14.398 16.578 23.99 0.221 0.262 0.19
O 15.302 14.6 22.917 0.202 0.007 0.243
O 15.494 1.821 30.716 0.058 0.171 0.199
O 13.163 0.739 31.428 -0.344 -0.013 -0.013
O 1.179 2.475 29.149 0.172 -0.24 -0.318
O 1.355 0.437 30.867 0.108 0.255 -0.037
O 2.249 14.587 29.895 0.101 -0.148 -0.117
O 1.784 9.731 26.803 0.035 -0.01 -0.179
O 15.487 8.67 31.778 0.153 0.118 0.237
O 2.684 6.012 31.98 -0.279 0.253 -0.009
O 5.075 6.912 31.083 0.024 0.194 -0.189
O 4.684 4.899 27.476 -0.327 -0.033 0.065
O 15.802 10.385 25.756 -0.033 -0.076 -0.089
O 4.584 12.56 25.633 -0.12 -0.202 -0.068
O 6.074 11.033 30.509 0.245 -0.099 0.057
O 14.639 7.869 26.504 0.23 0.018 -0.247
O 5.774 4.657 29.797 -0.184 -0.321 0.081
O 3.223 4.192 29.619 -0.172 -0.055 0.031
O 4.806 2.441 28.574 0.295 -0.023 -0.244
O 6.359 0.789 29.91 0.168 0.058 -0.002
O 8.945 9.701 30.163 -0.173 0.111 0.073
O 6.554 9.322 28.514 -0.098 0.062 0.055
O 7.315 5.354 31.705 -0.159 0.311 0.1
O 8.77 8.28 27.858 -0.001 -0.15 0.081
O 3.295 13.157 27.94 -0.143 0.201 -0.162
O 13.677 5.822 28.492 0.118 -0.079 -0.278
O 16.295 0.372 28.571 0.264 -0.162 -0.173
O 12.926 3.902 30.005 0.323 0.014 -0.081
O 13.049 10.948 31.124 -0.082 -0.146 0.191
O 9.775 10.843 27.823 -0.061 -0.175 -0.299
O 14.426 6.169 30.997 0.09 0.125 0.07
O 12.655 3.732 27.334 0.213 -0.209 -0.164
O 8.423 1.687 28.559 -0.318 0.072 -0.034
O 12.682 10.854 28.507 -0.091 -0.001 -0.285
O 14.81 12.1 29.453 0.037 0.015 0.023

Results
total energy: -108573.355 eV
total energy less fixed offsets of O -438.25, Si -107.07 eV per atom: 4.715 eV
